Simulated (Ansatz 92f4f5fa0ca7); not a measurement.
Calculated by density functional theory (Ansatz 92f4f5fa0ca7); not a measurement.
Periodic cell of 221 atoms, Si132O87H1N1, from a study of silicon, its oxide and their interface. The atomic structure is a simulated model.
Doubt: the cutoff is low for norm-conserving oxygen, so forces and energies are approximate.
Doubt: the program's own warning below bears on the result.

Settings
functional: HSE06
potential files: SPMS norm-conserving
basis: plane waves
wave-function cutoff: 800 eV
density cutoff ratio: 4
exchange-correlation grid ratio: 1
k mesh: 1 x 1 x 1, Gamma-centred
occupations: fixed
spin: none
net charge: 0

Cell vectors (angstrom)
a  10.938  0  0
b  0  10.938  0
c  0  0  32.2584

Atoms: element, x, y, z (angstrom)
Si  -0.2244  0.2366  24.7069
Si  5.7158  -0.3409  24.7753
Si  2.5145  2.817  24.7828
Si  8.4658  2.4746  24.7148
Si  0.1938  4.9714  24.6525
Si  5.2352  5.8027  25.062
Si  2.9693  7.9153  24.8093
Si  7.9674  8.3907  24.7958
Si  1.3203  1.331  26.13
Si  6.8528  1.3181  26.0352
Si  4.0712  4.0495  26.1018
Si  9.5666  4.0184  26.1214
Si  1.2921  6.7286  25.9648
Si  6.8379  6.9347  26.2779
Si  4.0981  9.521  26.1251
Si  9.5681  9.5816  26.0515
Si  2.7357  -0.0132  27.4605
Si  8.2162  -0.0047  27.4662
Si  0.0043  2.7151  27.5171
Si  5.4914  2.7094  27.4361
Si  2.6991  5.4489  27.4496
Si  8.2217  5.4552  27.4756
Si  0.0071  8.1771  27.3988
Si  5.4469  8.2541  27.5727
Si  4.1018  1.3673  28.8401
Si  9.5708  1.3673  28.8401
Si  1.3673  4.1018  28.8401
Si  6.8362  4.1018  28.8401
Si  4.1018  6.8362  28.8401
Si  9.5708  6.8362  28.8401
Si  1.3673  9.5708  28.8401
Si  6.8362  9.5708  28.8401
Si  0  0  30.2074
Si  5.469  0  30.2074
Si  2.7345  2.7345  30.2074
Si  8.2035  2.7345  30.2074
Si  0  5.469  30.2074
Si  5.469  5.469  30.2074
Si  2.7345  8.2035  30.2074
Si  8.2035  8.2035  30.2074
Si  1.3673  1.3673  31.5746
Si  6.8362  1.3673  31.5746
Si  4.1018  4.1018  31.5746
Si  9.5708  4.1018  31.5746
Si  1.3673  6.8362  31.5746
Si  6.8362  6.8362  31.5746
Si  4.1018  9.5708  31.5746
Si  9.5708  9.5708  31.5746
Si  2.7345  0  0.6835
Si  8.2035  0  0.6835
Si  0  2.7345  0.6835
Si  5.469  2.7345  0.6835
Si  2.7345  5.469  0.6835
Si  8.2035  5.469  0.6835
Si  0  8.2035  0.6835
Si  5.469  8.2035  0.6835
Si  4.1018  1.3673  2.0507
Si  9.5708  1.3673  2.0507
Si  1.3673  4.1018  2.0507
Si  6.8362  4.1018  2.0507
Si  4.1018  6.8362  2.0507
Si  9.5708  6.8362  2.0507
Si  1.3673  9.5708  2.0507
Si  6.8362  9.5708  2.0507
Si  0  0  3.418
Si  5.469  0  3.418
Si  2.7345  2.7345  3.418
Si  8.2035  2.7345  3.418
Si  0  5.469  3.418
Si  5.469  5.469  3.418
Si  2.7345  8.2035  3.418
Si  8.2035  8.2035  3.418
Si  1.3557  1.3709  4.8281
Si  6.8285  1.3702  4.8632
Si  4.1951  3.9963  4.6863
Si  9.527  4.1142  4.8059
Si  1.3277  6.9107  4.7451
Si  6.8708  6.8296  4.7397
Si  4.0676  9.6214  4.8423
Si  9.5716  9.5854  4.798
Si  2.719  0.0541  6.3403
Si  8.2291  0.0094  6.2287
Si  -0.0746  2.7364  6.1697
Si  5.4325  2.7146  6.2873
Si  2.8506  5.4981  5.7776
Si  8.2045  5.5189  6.2029
Si  0.0224  8.2772  6.2248
Si  5.5389  8.2333  6.0541
Si  3.6451  1.8314  7.695
Si  9.823  1.1021  7.6153
Si  1.5279  4.1753  7.0805
Si  6.5884  4.3652  7.4992
Si  4.398  6.5445  7.1624
Si  9.3  7.2017  7.4988
Si  1.1643  9.7997  7.6901
Si  7.0092  9.3662  7.4942
O  1.4541  3.9719  24.2813
O  6.8338  9.4839  24.2596
O  2.5333  3.0241  7.6508
O  8.1339  8.2624  7.9768
O  5.4332  5.4873  7.9325
O  0.0184  -0.0034  8.1502
O  4.1327  6.8211  24.3438
O  9.6011  1.3705  24.1902
O  1.8249  9.1361  9.0825
O  1.0784  5.2752  8.2358
O  9.0493  1.7069  8.9735
O  6.2785  9.9163  8.8806
O  3.6929  1.6884  9.3649
O  3.4354  7.2934  8.2263
O  7.21  3.6928  8.8928
O  9.9397  6.767  8.9706
O  2.9842  1.9753  23.4206
O  5.0383  0.2626  23.3926
O  7.8989  3.2568  23.347
O  10.3391  5.0494  23.2046
O  8.6708  7.6228  23.5103
O  2.4053  8.648  23.4489
O  6.3281  5.2712  23.9614
O  0.5174  10.5697  23.3502
Si  2.9694  8.0409  9.5673
Si  9.972  0.2351  13.1159
Si  14.7652  5.6232  13.3936
Si  4.4566  1.657  22.7855
Si  8.5786  2.3546  20.2597
Si  10.197  4.9446  21.5756
Si  1.2216  9.3193  22.5588
Si  13.1098  4.5758  20.2237
Si  1.9785  5.3845  11.0649
Si  -2.0134  10.1381  20.1537
Si  4.4454  6.62  16.024
Si  7.4448  9.4052  12.7416
Si  5.6699  9.5795  10.3548
Si  5.3846  3.0013  12.7426
Si  3.1392  12.569  16.0061
Si  2.6761  9.3746  19.8019
Si  5.2796  3.8771  15.4523
Si  3.3301  2.6391  10.6668
Si  4.9392  11.0082  12.7352
Si  6.4925  4.0101  22.9725
Si  13.135  0.72  13.0485
Si  8.6703  3.2278  9.4656
Si  9.615  14.0395  17.4488
Si  12.2504  2.4607  18.389
Si  8.1999  4.5272  15.2242
Si  4.6732  -0.0762  18.0349
Si  5.0017  4.8262  20.4643
Si  7.2618  7.5967  15.2855
Si  14.5641  6.7136  18.905
Si  9.4359  7.804  22.0717
Si  18.2902  9.7095  17.4527
Si  10.7562  5.3952  9.264
Si  5.5334  13.0229  19.977
Si  0.4059  -0.5641  18.4443
Si  9.56  11.2289  16.1945
Si  8.5696  3.0603  12.5969
O  6.9813  13.7353  12.6571
O  7.0035  -8.7028  20.6841
O  11.7281  0.9773  18.8135
N  4.8358  4.253  13.8081
O  2.1018  2.416  16.9783
O  9.7678  10.8013  14.6692
O  5.5352  1.1749  18.6368
O  3.3804  10.4872  12.9533
O  2.5537  4.0386  10.3038
O  0.3496  5.3279  10.8083
O  5.104  3.5583  19.4457
O  9.4048  3.5803  21.0218
O  15.5802  6.5948  12.3576
O  1.6994  9.4138  18.4891
O  0.0825  8.1823  22.2732
O  13.3907  5.5707  18.9406
O  16.6688  -1.145  17.4129
O  10.6226  10.2973  17.0006
O  4.5141  1.567  21.1586
O  2.4218  5.2537  12.6337
O  6.2474  4.7262  21.513
O  8.6658  9.0785  21.3689
O  8.0247  10.9716  16.6659
O  3.1904  7.8575  19.9703
O  15.9873  6.1505  19.5146
O  4.8895  12.5078  13.3498
O  8.8679  10.1753  12.3743
O  8.913  4.1328  13.7921
O  6.2127  10.2623  13.451
O  7.7384  8.2544  13.8611
O  7.8132  8.3613  16.6298
O  4.2759  8.7487  10.2388
O  4.7616  3.177  11.2613
O  5.2981  10.9783  11.132
O  4.4668  13.5017  15.9177
O  3.9286  10.3091  19.3724
O  6.8877  3.5683  15.4678
O  13.085  3.041  19.6559
O  0.6606  11.0708  12.8066
O  -1.5295  6.3698  21.2313
O  5.6333  7.5495  15.4004
O  5.0072  5.1385  16.4481
O  3.8007  7.2659  17.3747
O  0.0755  3.5007  18.1694
O  11.7126  4.9442  20.958
O  7.8348  6.0942  15.2022
O  5.343  2.9193  23.3003
O  12.8799  9.855  21.181
O  9.06  11.7357  20.5577
O  2.4762  1.8033  11.8186
O  2.3464  1.3376  14.588
O  9.1478  4.3493  16.5337
O  3.6414  0.2894  16.8129
O  9.5069  12.6971  12.8189
O  10.3781  -1.198  19.5727
O  7.7971  9.7977  19.0199
O  14.4436  15.6796  21.1964
O  6.7988  -2.1087  11.3252
O  14.3276  6.372  14.7982
O  2.3992  6.8816  10.5537
O  9.8082  4.1654  8.7944
O  8.8174  3.5231  11.0567
O  9.869  1.8653  16.4139
O  8.5901  2.6743  18.6473
H  16.5321  6.7176  12.4793

Results
free energy: -54222.618 eV
free energy less fixed offsets of H -15.86, N -279.42, O -447.96, Si -113.29 eV per atom: -0.538 eV
gap between the highest filled and lowest empty level on this k mesh: 1.210 eV

The program warned: the cutoff lies below the one the program advises for these potential files; the model core charge is not resolved on the grid; the forces do not sum to zero within the program's tolerance; the potential files have known limits; the exchange-correlation potential is rough where the density is thin.
